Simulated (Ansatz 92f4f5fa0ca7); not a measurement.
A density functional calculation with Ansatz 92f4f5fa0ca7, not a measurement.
Periodic cell of 208 atoms, Si128O80, from a study of silicon, its oxide and their interface. The atomic structure is a simulated model.
Doubt: the cutoff is far below the 930 eV that the study's wrapper takes by default for these files, so forces and energies are approximate.
This geometry differs little from another in the collection (a relaxation step or a small displacement).

Settings: functional PBE; potential files Ansatz PAW; basis plane waves; wave-function cutoff 580 eV; density cutoff ratio 5; exchange-correlation grid ratio 1; k mesh 1 x 1 x 1, Gamma-centred; self-consistency stop 5e-08 eV per atom in the density residual; occupations fixed; spin none; net charge 0.

Cell vectors (angstrom)
a  10.938  0  0
b  0  10.938  0
c  -4.5492  -1.514  30.2822

Atoms: element, x, y, z (angstrom)
Si  -3.1126  -3.1155  22.8939
Si  -0.1188  -0.3931  22.944
Si  -3.5293  2.8708  22.7439
Si  -0.8378  -5.3291  22.6742
Si  -8.8308  -2.6481  22.8794
Si  -6.0745  0.0773  22.793
Si  2.588  2.2861  22.7719
Si  -5.7338  -5.7493  22.8883
Si  -1.8485  -1.5065  24.1096
Si  0.9951  1.2302  24.176
Si  -1.8361  -6.9962  24.0324
Si  0.8691  -4.2904  24.0318
Si  -7.2397  -1.4966  24.1465
Si  -4.5587  1.2578  24.132
Si  3.6313  3.9402  24.1097
Si  -4.5689  -4.2751  24.2758
Si  -3.1852  -0.1274  25.4804
Si  -0.4485  2.6038  25.4556
Si  -3.151  -5.6617  25.5264
Si  -0.4607  -2.8964  25.4747
Si  2.3237  -0.1548  25.5375
Si  5.0074  2.605  25.5126
Si  2.2521  5.3193  25.4528
Si  -5.9257  -2.8639  25.5341
Si  -4.5492  -1.514  26.864
Si  -1.8147  1.2205  26.864
Si  -4.5492  3.955  26.864
Si  -1.8147  -4.2485  26.864
Si  0.9198  -1.514  26.864
Si  3.6543  1.2205  26.864
Si  0.9198  3.955  26.864
Si  3.6543  -4.2485  26.864
Si  1.3673  -1.3673  3.418
Si  4.1018  1.3673  3.418
Si  1.3673  4.1018  3.418
Si  4.1018  -4.1018  3.418
Si  6.8362  -1.3673  3.418
Si  -1.3673  1.3673  3.418
Si  6.8362  4.1018  3.418
Si  -1.3673  6.8362  3.418
Si  2.7648  -0.0102  4.8351
Si  5.4689  2.7187  4.8378
Si  2.7164  5.4822  4.7577
Si  5.4721  -2.72  4.7712
Si  -2.8226  0.0466  4.7396
Si  0.0297  2.7291  4.7515
Si  8.2231  5.4469  4.7871
Si  0.0219  -2.753  4.772
Si  1.3848  1.3937  6.1581
Si  4.0875  4.1447  6.13
Si  1.3724  -4.1188  6.1841
Si  4.1631  -1.3672  6.2404
Si  -4.1421  1.3333  6.2817
Si  -1.3016  4.0983  6.1343
Si  6.837  -4.1131  6.1005
Si  -1.4307  -1.3569  5.9596
Si  -0.3273  0.2093  7.2555
Si  2.5187  3.0236  7.4594
Si  0.2505  -5.7067  7.5489
Si  3.0054  -3.0057  7.469
Si  5.8004  -0.3733  7.6995
Si  -2.4363  2.4985  7.4136
Si  5.2489  5.7239  7.4403
Si  -2.8579  -2.5783  7.3577
Si  -3.182  -2.8813  28.2312
Si  -0.4475  -0.1468  28.2312
Si  -3.182  2.5877  28.2312
Si  -0.4475  5.3222  28.2312
Si  2.287  -2.8813  28.2312
Si  -5.9165  -0.1468  28.2312
Si  2.287  2.5877  28.2312
Si  5.0215  -5.6158  28.2312
Si  -1.8147  -1.514  29.5985
Si  0.9198  1.2205  29.5985
Si  -1.8147  3.955  29.5985
Si  0.9198  -4.2485  29.5985
Si  -7.2837  -1.514  29.5985
Si  -4.5492  1.2205  29.5985
Si  3.6543  -6.983  29.5985
Si  -4.5492  -4.2485  29.5985
Si  1.3673  1.3673  0.6835
Si  4.1018  4.1018  0.6835
Si  1.3673  6.8362  0.6835
Si  4.1018  -1.3673  0.6835
Si  6.8362  1.3673  0.6835
Si  -1.3673  4.1018  0.6835
Si  6.8362  -4.1018  0.6835
Si  -1.3673  -1.3673  0.6835
Si  0  0  2.0507
Si  2.7345  2.7345  2.0507
Si  0  5.469  2.0507
Si  2.7345  -2.7345  2.0507
Si  5.469  0  2.0507
Si  8.2035  2.7345  2.0507
Si  5.469  5.469  2.0507
Si  8.2035  -2.7345  2.0507
Si  -6.1435  3.5709  18.451
Si  -1.2285  3.3143  13.1945
Si  6.8655  2.4648  11.9516
Si  2.5927  -4.6969  12.5755
Si  1.8856  3.3807  12.2609
Si  -2.3814  0.7963  17.9351
Si  4.1665  -2.1357  12.903
Si  5.3275  0.129  10.9005
Si  -1.2311  -0.3417  20.2026
Si  -3.4508  2.9393  19.7033
Si  -0.8573  -4.4116  17.0482
Si  2.8755  1.559  10.1037
Si  0.3385  -1.9157  18.1966
Si  3.3799  -4.4271  20.7055
Si  1.3914  -1.1785  9.414
Si  1.364  -1.6226  14.1122
Si  0.2128  -2.831  11.7453
Si  1.6797  -4.3629  15.5169
Si  4.395  2.6667  14.0553
Si  -0.8337  2.2449  15.8726
Si  -0.7293  -6.306  19.5908
Si  -4.4592  -1.2803  17.6367
Si  1.3444  0.4102  16.3652
Si  2.033  3.8893  20.1091
Si  -6.5305  0.976  16.6064
Si  -1.5823  -4.3253  9.7315
Si  3.07  -3.4868  17.8506
Si  -5.4451  -6.0565  15.8482
Si  -4.2478  -1.4037  20.6537
Si  -5.7091  -2.9534  15.745
Si  -2.3715  -6.2135  15.5184
Si  7.1616  4.383  9.621
O  -5.3395  -0.4523  21.4116
O  -4.5904  -6.8418  22.442
O  2.3251  -2.3828  8.8399
O  -6.4929  -6.9203  14.9622
O  -7.2238  1.1642  22.3076
O  -0.5894  0.3152  21.5375
O  0.9737  -1.532  22.4672
O  4.1302  -4.1134  7.9838
O  -2.1679  -3.216  8.7008
O  -0.3453  -5.0927  8.97
O  0.5514  -0.518  17.4207
O  -5.8373  -6.1281  17.4294
O  -0.5442  -5.8764  21.1567
O  1.9645  2.8512  21.3624
O  -0.7008  -5.0661  18.5328
O  -4.0283  -2.7363  21.5672
O  2.2739  0.156  9.5831
O  -1.1077  -3.5505  11.0998
O  7.9633  3.2557  8.7645
O  5.7503  2.6595  13.1329
O  -4.3615  -2.4709  16.5245
O  2.8833  0.471  16.8544
O  -1.9408  -4.1438  22.3797
O  6.9955  -1.4765  7.9039
O  3.906  -3.7064  12.4197
O  -0.9296  2.1239  14.2621
O  4.1235  1.2236  11.0916
O  -4.9422  3.6023  19.5679
O  5.3683  -0.1374  9.2819
O  1.1375  -0.1997  14.8553
O  -1.3533  1.3395  7.9108
O  -3.5082  1.8026  18.5304
O  2.8269  -3.1051  21.4689
O  2.2622  -5.0225  14.1568
O  -1.8749  1.1589  16.4554
O  -2.2667  -4.7797  16.3007
O  5.9647  5.0689  8.7636
O  0.6838  1.9119  16.3705
O  -1.8293  4.6522  13.9633
O  -2.4667  2.7323  12.2698
O  -6.1835  2.2326  17.5514
O  -2.7769  -0.7131  20.5679
O  -6.2782  -5.0432  21.5015
O  4.9889  -1.2351  11.7854
O  -6.4042  1.3517  15.0217
O  -5.5618  -4.516  15.3544
O  0.1613  -0.8262  8.4288
O  -4.8451  -1.7481  19.1673
O  0.2167  -4.9286  15.9129
O  -7.1111  -4.049  19.1803
O  2.6892  4.7721  11.877
O  3.313  2.4102  8.7764
O  3.3424  3.6487  19.1772
O  1.6425  -2.7407  15.276
O  -0.6745  -2.8186  17.2866
O  6.4599  3.6073  10.8577
O  2.1708  -5.5219  20.6901
O  0.727  -1.6204  10.8063
O  -1.3925  3.6995  16.3643
O  -2.7316  -5.4088  10.1436
O  -1.1983  0.8166  19.058
O  0.6207  3.7352  19.2876
O  -0.3686  -1.6222  19.6468
O  -2.9541  -0.7006  17.7495
O  2.5739  -4.6909  16.8502
O  0.0625  -2.1193  13.2244
O  1.3813  4.1065  7.9986
O  1.7873  -2.6389  18.4019
O  1.3305  -3.9926  11.8528
O  6.6899  0.9085  11.4033
O  -6.8686  -2.6349  16.8794
O  2.6839  -1.4718  13.1437
O  -3.2099  2.3229  21.209
O  2.8866  2.6608  13.369
O  -3.9397  -6.6432  15.579
O  -5.4846  -0.1787  17.0289
O  0.276  3.6598  12.5878
O  1.7917  2.4112  10.9551
O  4.9671  -2.1515  14.3379
O  -2.1862  3.9271  19.3953

Results
free energy: -126870.210 eV
free energy less fixed offsets of O -568.88, Si -635.61 eV per atom: -1.730 eV

Forces (eV/angstrom), in the order of the atoms: element, x, y, z
Si  -0.0121  0.0132  0.0223
Si  -0.0125  0.0075  0.0219
Si  0.0091  -0.0092  0.0143
Si  0.0239  -0.0118  0.0201
Si  0.0044  -0.0073  0.0059
Si  0.0088  -0.0177  0.0226
Si  -0.0181  0.0191  0.0159
Si  -0.011  0.0058  0.0112
Si  0.0067  -0.0009  -0.0057
Si  -0.0062  0.0064  -0.0066
Si  0.0059  -0.0022  -0.0015
Si  -0.0089  -0.0026  0.0001
Si  0.0082  0.0095  -0.0037
Si  0.0039  -0.0017  -0.0038
Si  -0.0014  -0.0033  -0.0051
Si  0.0023  0.008  -0.0037
Si  -0.0071  0.0019  0.0144
Si  -0.0018  -0.0003  0.0066
Si  -0.006  -0.0091  0.0151
Si  0.0019  0.0002  0.003
Si  0.0017  -0.0072  0.0142
Si  0.0049  0.0042  0.0124
Si  0.0036  0.0079  0.0114
Si  -0.0056  -0.0016  0.0149
Si  0.0875  0.2067  0.0675
Si  0.0677  0.1289  -0.2085
Si  0.0173  -0.1196  0.2509
Si  0.1217  -0.0911  0.0967
Si  -0.0527  -0.1676  -0.0503
Si  0.1544  0.095  0.3296
Si  -0.1169  0.056  -0.1598
Si  -0.2971  -0.075  -0.135
Si  0.2877  -0.0115  0.1734
Si  0.0709  -0.0442  0.2678
Si  0.0675  0.0321  -0.3664
Si  -0.0677  0.1571  -0.1196
Si  -0.3011  0.0672  -0.4491
Si  -0.1568  0.1249  -0.1211
Si  0.0296  -0.2578  0.2261
Si  0.068  -0.108  -0.0205
Si  0.0015  -0.0029  -0.0074
Si  -0.0019  0.0012  -0.0065
Si  -0.0059  0.0025  -0.0098
Si  0.0047  0.0148  -0.0029
Si  -0.0181  -0.0109  -0.0094
Si  0.0014  0.0031  -0.0166
Si  0.004  -0.0018  -0.0093
Si  0.0054  -0.0048  -0.0055
Si  0.0046  -0.0048  0.0106
Si  0.0165  -0.0095  0.0032
Si  -0.0005  0.0061  0.0036
Si  -0.0037  -0.0042  -0.0007
Si  0.0024  0.0088  -0.0008
Si  -0.0073  0.0044  0.0057
Si  0.0018  -0.0059  -0.0003
Si  0.0078  0.0005  -0.0001
Si  0.0194  -0.0165  -0.0024
Si  0.0093  -0.0228  -0.0086
Si  -0.0249  0.0281  -0.0016
Si  -0.024  0.0235  -0.0127
Si  0.0004  -0.0066  0.0164
Si  -0.0212  0.0227  -0.0106
Si  0.015  -0.0136  -0.0089
Si  -0.0026  0.0032  0.014
Si  0.009  0.0134  -0.0403
Si  0.007  0.0042  -0.0352
Si  -0.0516  -0.006  0.0174
Si  0.0098  0.0409  0.0062
Si  -0.0529  -0.0717  0.0061
Si  0.0489  0.0653  0.0211
Si  0.012  -0.0421  -0.0282
Si  0.0162  -0.0203  -0.0253
Si  -0.0162  -0.0501  -0.0253
Si  0.0257  0.0274  -0.0194
Si  0.0034  0.0101  -0.0224
Si  -0.0062  0.001  0.0005
Si  0.0078  0.0202  -0.0286
Si  0.0082  -0.0415  -0.003
Si  -0.0091  0.0055  -0.026
Si  -0.0172  0.0291  -0.0271
Si  0.0085  0.0223  0.0242
Si  -0.0001  -0.0438  0.0149
Si  -0.0139  -0.0004  0.0251
Si  -0.0177  0.0455  0.0016
Si  -0.0127  -0.0105  0.0266
Si  -0.004  0.0238  0.0035
Si  0.0282  0.0051  0.0258
Si  0.0123  -0.0372  0.016
Si  -0.0357  -0.0075  0.0508
Si  -0.014  0.0477  0.0294
Si  -0.0243  -0.0319  -0.0186
Si  0.0512  0.0384  -0.0316
Si  -0.0133  -0.1007  -0.0343
Si  0.042  0.0058  -0.0321
Si  -0.0268  0.0117  0.0415
Si  0.0108  0.0425  0.0413
Si  -0.006  0.0049  0.0033
Si  -0.0013  -0.0021  0.0022
Si  0.0021  0.0021  0.0003
Si  -0.0017  0.0015  0
Si  -0.002  -0.0023  0.0029
Si  0.003  0.0012  0.0031
Si  0.0023  0.0058  -0.003
Si  -0.0054  -0.0017  -0.0105
Si  -0.0065  0.0002  0.0121
Si  0.0028  0.0016  0.005
Si  -0.0012  -0.0018  0.0009
Si  0.0052  -0.0066  -0.01
Si  0.0002  -0.0013  0.0029
Si  -0.0045  -0.0012  -0.0013
Si  -0.0005  -0.0083  -0.0134
Si  0.0037  0.002  0.0013
Si  -0.0055  0.0033  -0.0129
Si  0.0021  0.0023  0.0068
Si  0.0005  0.0007  0.0034
Si  -0.0013  0.0035  0.0003
Si  0.0006  0.002  0.0077
Si  -0.0013  -0.0033  0.0057
Si  -0.0022  -0.0044  0.0022
Si  -0.0009  0.0025  0.0057
Si  0.0035  0.0003  0.0011
Si  0.0041  -0.0063  -0.0027
Si  0.0072  -0.0011  0.0101
Si  -0.0001  0.0019  0.0004
Si  -0.0012  0.0012  -0.0028
Si  0.0004  0.0019  0.0035
Si  0.0014  -0.0013  0.0039
Si  0.0109  0  -0.0032
O  -0.0043  0.0046  -0.0023
O  -0.0025  -0.0015  -0.0088
O  -0.0117  0.0128  0.0114
O  0.0013  -0.0027  0.0011
O  0.0089  -0.0041  -0.0131
O  0.0021  -0.0012  -0.0078
O  -0.0002  -0.0038  -0.0122
O  0.0029  -0.0029  0.0156
O  -0.0032  -0.0001  -0.0049
O  -0.0007  0.0004  0.001
O  0.0044  0.0051  -0.0009
O  0.0018  0.0017  -0.0019
O  -0.0032  -0.0058  -0.0157
O  0.0012  0.0011  -0.0034
O  -0.0016  0.0033  -0.0017
O  0.0007  -0.0068  -0.0008
O  -0.0005  -0.0005  0.0015
O  0.0072  0.0054  0.008
O  -0.0026  0.0038  0.0073
O  -0.0034  0.0007  0.0057
O  0.0013  -0.0014  -0.0011
O  0.0025  0.0016  0.0011
O  0.0033  -0.0006  -0.0115
O  0.0005  -0.0036  0.0011
O  0.0003  -0.0014  0.0014
O  -0.0001  0.0012  -0.0008
O  0.0028  -0.001  0.0015
O  0.0004  -0.0015  0.004
O  0.0009  0.002  -0.0021
O  -0.0011  0.0012  0.0016
O  0.0065  -0.0034  0.0162
O  -0.0003  -0.0053  -0.0013
O  -0.0005  0.0042  0.0049
O  0.0012  -0.0014  -0.0002
O  0.0038  0.0016  -0.0024
O  -0.0022  0.0021  0.0046
O  -0.0006  0.0012  0.0047
O  -0.0013  -0.0004  0.0034
O  0.0018  -0.0009  0.0017
O  0.0049  0.0008  0.0037
O  -0.0017  -0.0085  -0.0019
O  0.0096  0.0042  0.0016
O  0.004  -0.0004  0.002
O  0.0005  -0.0034  0.0065
O  -0.0007  0.0002  0.0062
O  -0.0004  -0.0008  0.0024
O  0.0122  0.002  0.0167
O  -0.0021  0.0002  -0.0054
O  0.001  -0.0003  0.0013
O  -0.0015  0.0054  -0.0062
O  0.0015  0.0017  0.0005
O  0.0008  -0.0011  0.0062
O  0.0055  -0.0016  0.0016
O  -0.0001  0.0004  0.0001
O  0.0008  -0.0035  0.0019
O  -0.0014  -0.0063  0.0051
O  0.0027  -0.0042  0.0012
O  0.0014  -0.0043  -0.0019
O  0.0016  -0.0006  0.001
O  -0.0013  -0.0003  -0.0017
O  0.0001  0.0031  -0.0005
O  -0.0033  -0.0023  -0.0006
O  0.0053  -0.0017  -0.0005
O  0.0004  0.0009  0.0053
O  -0.0039  -0.0045  -0.0045
O  0  0.001  0.0071
O  -0.0001  -0.0001  0.0111
O  -0.0014  0.0006  0.0004
O  0.0063  -0.0041  0.005
O  0.0014  0.0003  0.0026
O  0.0031  0.0024  -0.0001
O  -0.0042  -0.0009  0.0039
O  -0.002  0.0015  -0.0044
O  0.0038  -0.0009  0.0025
O  0.0002  0.0013  0.0017
O  -0.0025  0.0062  0.0008
O  0.0001  -0.0004  0.002
O  -0.0033  0.0072  0.0087
O  0.0002  -0.0003  0.0032
O  0.0005  -0.0009  0.0028

The program warned: the cutoff lies below the one the program advises for these potential files; the forces do not sum to zero within the program's tolerance; the exchange-correlation potential is rough where the density is thin.
